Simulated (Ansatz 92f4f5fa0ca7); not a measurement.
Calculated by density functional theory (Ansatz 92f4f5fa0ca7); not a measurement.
Periodic cell of 227 atoms, Si136O81N10, from a study of silicon, its oxide and their interface. The atomic structure is a simulated model.
This geometry differs little from another in the collection (a relaxation step or a small displacement).

Settings
functional: r2SCAN
potential files: Ansatz PAW
basis: plane waves
wave-function cutoff: 800 eV
density cutoff ratio: 5
exchange-correlation grid ratio: 1
k mesh: 1 x 1 x 1, shifted by 0.5 0.5 0 of a step
self-consistency stop: 1e-10 eV per atom in the density residual
occupations: fixed
spin: none
net charge: 0

Cell vectors (angstrom)
a	10.88	0	0
b	0	10.88	0
c	0	0	31.5759

Atoms: element, x, y, z (angstrom)
Si	0.034	0.2884	-0.227
Si	2.5491	2.8702	0.208
Si	0.3215	5.0515	-0.0875
Si	3.131	7.9383	0.2086
Si	5.7132	-0.5174	-0.2972
Si	8.4591	2.3241	-0.3527
Si	5.3528	5.7595	0.1999
Si	7.8756	8.2225	-0.2954
Si	1.3265	1.3489	1.422
Si	4.1994	4.013	1.3128
Si	1.3438	6.7335	1.1937
Si	4.15	9.6472	1.3438
Si	6.8985	1.1392	1.0092
Si	9.4982	3.9639	1.097
Si	7.0108	6.8134	1.3808
Si	9.5484	9.5144	0.9454
Si	-0.0842	2.7115	2.6508
Si	2.7403	0.0179	2.6905
Si	-0.0547	8.1271	2.4495
Si	2.7587	5.4199	2.6269
Si	5.5495	2.5328	2.4889
Si	8.2671	-0.0602	2.4971
Si	5.5189	8.1904	2.6545
Si	8.2802	5.3306	2.5939
Si	1.3608	4.0666	3.955
Si	4.14	1.3503	3.9856
Si	1.3349	9.4476	3.8948
Si	4.1092	6.8027	3.9629
Si	6.8368	3.9776	3.8842
Si	9.4923	1.3151	3.965
Si	6.8837	9.5324	3.9557
Si	9.5718	6.7625	3.9312
Si	0.0017	-0.0475	5.2795
Si	2.7227	2.701	5.3036
Si	0.0216	5.4207	5.3247
Si	2.7069	8.1335	5.3073
Si	5.4798	-0.0296	5.326
Si	8.1485	2.673	5.3318
Si	5.4667	5.3826	5.2528
Si	8.1827	8.1146	5.2927
Si	1.3543	1.3205	6.6506
Si	4.0797	4.0745	6.6372
Si	1.3512	6.7832	6.6808
Si	4.0706	9.5037	6.6663
Si	6.788	1.3358	6.6998
Si	9.5118	4.0634	6.6725
Si	6.7952	6.7575	6.6422
Si	9.5147	9.4915	6.6482
Si	-0.0123	2.6838	8.0257
Si	2.6947	-0.0255	8.0384
Si	-0.0269	8.1482	8.0117
Si	2.7133	5.4158	8.0103
Si	5.4017	2.7045	8.0058
Si	8.1492	-0.0429	8.0247
Si	5.4161	8.1158	8.0214
Si	8.14	5.4245	8.0355
Si	1.3685	4.049	9.377
Si	4.0246	1.385	9.3794
Si	1.3066	9.4902	9.3868
Si	4.0135	6.7897	9.3947
Si	6.7428	4.0591	9.3622
Si	9.4993	1.3127	9.3859
Si	6.7696	9.4936	9.3851
Si	9.4841	6.825	9.3838
Si	-0.0339	-0.0456	10.7692
Si	2.6879	2.7104	10.8214
Si	0.0316	5.4825	10.6724
Si	2.626	8.1366	10.7818
Si	5.3687	-0.0003	10.6935
Si	8.102	2.6857	10.6948
Si	5.3342	5.3811	10.7139
Si	8.1219	8.1642	10.7922
Si	1.3347	1.295	12.1477
Si	4.0029	4.1091	12.228
Si	1.3225	6.7383	12.2153
Si	3.9382	9.6043	12.0641
Si	6.6694	1.3763	12.0669
Si	9.5539	4.0834	11.9054
Si	6.6601	6.7529	12.0163
Si	9.5008	9.5289	12.1955
Si	-0.0222	2.7803	13.3273
Si	2.6765	-0.0008	13.6401
Si	-0.018	8.1021	13.6048
Si	2.6318	5.3988	13.7257
Si	5.3258	2.6726	13.5489
Si	8.039	0.0932	13.4375
Si	5.1892	8.1233	13.3019
Si	8.0944	5.3074	13.2015
Si	1.4124	3.7234	14.9589
Si	3.821	1.5742	15.0619
Si	1.522	9.2822	14.9611
Si	3.7865	7.1252	14.8986
Si	7.0178	3.8451	14.6348
Si	9.2369	1.7419	14.5971
Si	6.842	9.2166	14.4589
Si	8.9921	6.9518	14.5488
Si	0.7309	6.8392	19.3336
Si	-0.5245	10.7791	16.6981
Si	5.4985	5.5038	16.9024
Si	0.5212	14.8498	20.3195
Si	-3.6706	7.1463	22.1721
Si	-2.7391	6.4904	17.6365
Si	5.6244	0.8857	17.724
Si	4.5513	3.492	18.5598
Si	7.6837	9.5	17.1778
Si	0.5914	1.2651	21.9083
Si	-1.2736	0.5211	19.6694
Si	-2.3944	14.1069	20.7945
Si	2.9748	2.2078	20.5238
Si	4.2003	6.1342	22.0821
Si	4.3699	10.6461	20.3969
Si	2.1069	9.6444	23.137
Si	-2.0322	-2.4554	19.7383
Si	2.5541	7.1022	24.5775
Si	4.7794	11.2027	23.2645
Si	2.8262	8.1517	20.5848
Si	-1.8003	3.26	25.5399
Si	-4.6204	5.4237	19.9179
Si	-0.0752	4.8183	17.6102
Si	0.6358	12.3972	25.7815
Si	3.2488	2.3634	25.0444
Si	11.8656	3.1942	28.0393
Si	-1.89	13.3842	28.3032
Si	1.0975	8.1715	28.3868
Si	8.7092	1.5713	23.252
Si	7.5468	4.3223	23.29
Si	-0.6608	7.1419	29.5646
Si	-1.9586	0.4562	25.9484
Si	-3.4854	9.9051	23.9187
Si	4.6431	3.3163	22.7178
Si	1.1702	4.423	25.3746
Si	12.4359	0.2723	28.4556
Si	3.823	14.4481	27.886
Si	4.167	1.3775	29.5176
Si	14.6045	6.7363	27.4526
Si	5.1783	7.7491	29.738
O	0.8569	0.1957	29.932
O	-1.1781	1.3041	-0.5861
O	10.4401	3.134	28.8198
O	3.3533	1.8418	30.8191
O	-6.7932	6.6896	0.6201
O	-0.3061	5.6624	30.1
O	-2.0041	11.8875	27.5316
O	0.5893	8.1669	29.9851
O	15.8265	7.6105	28.1266
N	6.3459	-2.0496	30.5766
O	8.0558	2.6237	29.638
O	14.0353	11.3834	28.6069
O	8.7395	7.5486	-1.5297
O	5.5507	6.2055	30.1937
O	5.3268	11.2384	29.9617
O	-1.6209	5.3093	17.9834
O	-2.7319	-0.8808	25.3996
O	2.5702	2.619	15.469
O	7.0598	0.0979	17.6096
O	0.8294	9.9805	16.2869
N	-2.7782	8.1658	18.2254
O	-0.6061	11.3064	18.2052
O	2.6788	8.2155	15.4455
O	6.4612	4.7529	15.8484
O	4.7229	6.7209	16.1765
O	8.1419	2.798	15.2307
O	10.2097	1.2132	15.7883
O	-1.7957	9.823	16.411
N	6.5716	5.9288	18.2155
O	-0.019	0.485	20.65
O	0.9366	-5.319	20.361
O	4.9324	10.9924	18.9435
O	4.3237	4.4413	17.277
N	5.8219	6.4	21.3923
O	0.3837	4.2574	16.1494
O	1.8844	7.9655	19.3022
O	-2.0894	-0.8519	19.9356
O	0.7383	6.2055	17.8405
O	-2.375	6.6878	16.074
O	-4.9356	14.9562	23.3555
O	3.1872	2.7557	19.0054
O	5.7494	2.4377	18.2128
O	1.9627	8.7871	21.7781
O	6.5929	9.0525	16.069
O	5.2709	11.0274	21.7008
O	4.9311	15.4178	19.7313
O	-7.5982	6.651	20.8815
O	-0.6045	7.6722	19.705
O	-3.4053	4.3742	20.2389
O	-7.286	10.1468	23.4747
O	0.3543	3.687	18.7041
O	4.6686	0.954	16.3653
O	1.7909	8.5364	24.3152
O	4.3827	13.46	21.2798
N	8.4588	1.7733	24.9476
O	-2.8189	7.7025	20.9308
O	-2.2158	1.8382	19.9269
O	-2.8378	8.1847	14.118
O	4.1227	9.0633	20.3449
O	2.4673	3.7366	24.6792
O	3.6965	6.955	23.406
O	4.8381	13.5758	28.8202
O	14.6149	4.6298	22.4583
O	7.1686	8.4036	23.264
N	4.3053	12.8358	23.7585
O	-8.4458	3.3714	28.7576
O	-4.8991	-0.233	24.1799
O	-0.6133	1.7639	22.8396
O	-0.9502	3.9171	20.9461
N	1.4444	2.6852	21.1528
O	2.0857	1.2365	25.108
N	7.9871	2.8927	22.4015
O	3.8878	13.6145	26.4892
O	2.9615	11.4597	20.5462
O	4.079	5.151	27.6701
O	3.6762	-2.6616	30.2432
O	19.2178	4.4008	24.6992
O	7.9284	5.8241	22.7812
O	1.1829	4.4774	27.0106
O	-0.3186	7.3917	27.9715
O	3.5044	7.0807	25.9002
N	11.8786	1.5646	27.4541
O	12.1719	11.0167	22.843
O	1.3313	9.6611	27.8141
O	-0.368	0.2644	25.5787
N	-0.0617	14.0049	25.3146
O	-2.6423	10.9121	22.9206
O	1.3563	5.9548	24.7876
O	2.3208	7.1627	28.1483
O	12.3351	3.9214	31.1261
O	8.6094	3.5038	27.0835

Results
free energy: -137043.966 eV
free energy less fixed offsets of N -386.36, O -570.45, Si -639.56 eV per atom: 6.244 eV

Forces (eV/angstrom), in the order of the atoms: element, x, y, z
Si	-0.0809	-0.1556	0.2723
Si	-0.006	-0.0263	0.1414
Si	-0.1309	-0.0167	0.2614
Si	-0.2698	-0.052	0.1241
Si	0.1396	-0.1494	0.2437
Si	-0.028	0.0093	0.3052
Si	-0.1132	-0.0962	0.1259
Si	-0.0773	0.0835	0.1544
Si	0.0298	-0.0099	0.0588
Si	0.0038	0.0815	0.0438
Si	0.1141	0.0722	0.0143
Si	-0.0024	0.0143	-0.0614
Si	0.0727	-0.1169	-0.0186
Si	0.0228	-0.0301	0.0628
Si	0.0565	0.042	0.0008
Si	-0.0422	0.0853	-0.0128
Si	0.0156	-0.0127	0.0553
Si	-0.0204	-0.0348	0.0256
Si	-0.0209	-0.0535	-0.0455
Si	0.0814	0.0388	-0.0502
Si	-0.0506	0.0034	-0.0082
Si	0.0325	0.0782	0.0207
Si	0.0165	0.0159	-0.0145
Si	-0.0411	-0.0018	0.0179
Si	-0.0542	-0.058	-0.0184
Si	-0.0309	-0.0165	-0.0291
Si	0.0099	0.0635	0.0095
Si	-0.0144	-0.0227	0.0094
Si	0.0258	0.0073	0.0151
Si	0.0291	-0.0025	0.04
Si	0.0008	0.0068	-0.0609
Si	-0.0249	-0.0273	-0.0461
Si	-0.0127	0.0018	-0.0115
Si	0.0371	0.0005	0.0219
Si	0.0123	0.0454	0.0168
Si	0.0302	-0.0195	-0.0086
Si	-0.01	-0.0121	0.0201
Si	-0.009	-0.0057	-0.0038
Si	-0.0127	-0.0063	-0.0231
Si	0.0075	-0.0301	0.0009
Si	-0.0114	-0.0226	0.0109
Si	-0.0112	0.0391	0.0046
Si	0.0144	-0.0328	0.0052
Si	-0.0004	0.0014	0.0283
Si	0.0107	0.0367	0.0012
Si	-0.0254	-0.0337	0.0155
Si	0.004	0.0315	0.0173
Si	0.0078	-0.0094	-0.0101
Si	0.0172	0.0187	-0.016
Si	0.0009	0.0143	-0.0138
Si	-0.035	0.0161	-0.0028
Si	0.005	-0.0054	0.0102
Si	-0.0053	-0.0438	0.0138
Si	-0.0047	-0.0256	-0.0117
Si	-0.015	-0.0298	-0.022
Si	-0.0005	-0.0035	-0.0178
Si	-0.0027	0.0175	0.0176
Si	0.0191	0.0064	0.0266
Si	0.0007	-0.0396	-0.0134
Si	0.011	0.0272	-0.01
Si	0.0332	0.0284	-0.0192
Si	-0.0372	-0.0057	-0.0132
Si	0.0167	-0.006	0.0119
Si	-0.0041	0.017	0.001
Si	0.0785	0.039	0.0353
Si	-0.0024	-0.0039	0.0151
Si	-0.0276	0.0049	-0.0069
Si	0.0265	0.0116	0.043
Si	-0.0007	-0.026	0.0107
Si	0.0268	0.0133	0.0384
Si	-0.0345	-0.0064	0.06
Si	0.0115	-0.0009	-0.0087
Si	-0.0462	0.0138	-0.0285
Si	0.0165	-0.0244	-0.0116
Si	-0.0109	0.0216	0.0142
Si	0.0328	-0.0346	-0.029
Si	0.0385	0.0232	-0.0052
Si	-0.0288	0.009	-0.0536
Si	0.0227	0.0077	-0.0082
Si	-0.0735	-0.046	-0.0077
Si	-0.0059	-0.0523	-0.052
Si	-0.0351	0.0157	0.017
Si	-0.0028	0.0131	0.0245
Si	-0.0033	0.0057	0.0155
Si	-0.0391	0.007	0.0333
Si	0.0458	-0.0071	0.0152
Si	0.0117	0.0158	-0.0416
Si	0.0254	0.0226	-0.0497
Si	0.1328	0.0009	-0.2819
Si	-0.0944	0.038	-0.3967
Si	0.046	-0.0344	-0.2662
Si	-0.0937	0.0025	-0.2501
Si	0.0346	-0.0514	-0.302
Si	-0.0819	-0.0147	-0.2011
Si	-0.0597	-0.0037	-0.2666
Si	0.0669	0.0168	-0.2539
Si	-0.0913	0.0003	-0.1708
Si	0.0675	0.0086	-0.3308
Si	0.0137	0.0313	-0.3719
Si	-0.0092	-0.0024	-0.2116
Si	-0.0238	0.0437	-0.1558
Si	0.0514	0.0793	-0.3482
Si	-0.0489	0.0054	-0.4209
Si	0.0683	0.0742	-0.2444
Si	0.0221	0.0008	-0.1927
Si	-0.0121	0.0218	-0.1814
Si	0.0042	-0.0976	-0.3286
Si	-0.0264	-0.0637	-0.0911
Si	-0.1111	0.0797	-0.1174
Si	0.0485	0.0036	-0.0451
Si	0.062	0.0117	-0.2307
Si	0.0279	-0.0651	0.0133
Si	-0.0474	0.0867	-0.37
Si	0.0776	-0.0602	0.2381
Si	-0.0447	0.0376	-0.0899
Si	-0.0168	0.0157	-0.1313
Si	0.0011	0.0328	0.2766
Si	-0.0276	0.0319	-0.4021
Si	0.0162	-0.0562	-0.3298
Si	0.128	0.0162	0.2913
Si	0.038	0.0572	0.2386
Si	0.0736	-0.0524	0.2566
Si	-0.0049	0.0328	0.351
Si	-0.1902	-0.0612	0.3196
Si	-0.0104	0.0363	-0.0008
Si	0.026	0.0229	0.0237
Si	-0.0055	0.0767	0.1312
Si	0.0671	0.026	0.234
Si	0.0089	0.0285	0.062
Si	-0.0481	-0.0211	-0.0493
Si	0.1076	-0.0376	0.182
Si	0.0864	-0.1249	0.2688
Si	0.0265	0.0688	0.3276
Si	0.0807	-0.1049	0.278
Si	0.0907	0.0778	0.412
Si	0.1039	0.092	0.5037
O	0.0857	0.0603	-0.2166
O	-0.083	0.033	-0.1105
O	0.04	-0.0274	-0.1132
O	-0.0279	-0.0703	-0.1367
O	0.0201	-0.0465	0.0637
O	-0.016	0.0111	-0.1761
O	-0.0175	-0.0818	-0.1664
O	0.1266	0.0278	-0.013
O	-0.0421	-0.0228	-0.2817
N	0.037	0.0676	-0.0728
O	0.0173	0.0074	-0.3299
O	-0.0748	0.0188	-0.1674
O	0.0898	-0.0543	-0.1416
O	-0.0055	0.0296	-0.1736
O	-0.0749	0.1014	-0.1778
O	0.0112	-0.0415	0.0591
O	-0.0339	-0.0495	-0.07
O	0.0053	0.012	0.1275
O	-0.0104	0.0502	0.0936
O	-0.0873	0.0284	0.1892
N	0.0429	-0.0993	0.2249
O	0.0004	0.0639	0.306
O	-0.0059	0.0062	0.139
O	-0.0797	0.1715	0.2637
O	0.1061	-0.0649	0.2375
O	0.0019	0.0032	0.1502
O	0.0476	-0.0801	0.1419
O	-0.0316	-0.0269	0.0628
N	-0.0218	-0.0718	0.3021
O	0.0698	0.0218	0.1392
O	0.0114	-0.0281	0.1056
O	-0.0854	-0.0574	0.2554
O	-0.0477	-0.0473	0.1528
N	0.0102	0.0258	0.1743
O	-0.1357	0.0939	0.2806
O	0.0406	0.0145	0.0812
O	0.0004	0.0422	0.1256
O	0.0108	0.0492	0.1343
O	-0.0451	-0.089	0.3419
O	-0.0085	0.0061	0.0192
O	-0.0547	-0.0169	0.1292
O	0.0176	-0.0004	0.1067
O	-0.0357	0.033	0.0256
O	-0.0289	-0.0188	0.2101
O	0.0368	0.033	0.0847
O	-0.0265	0.0243	0.1689
O	0.0081	-0.0194	0.0061
O	0.0766	0.0194	0.0864
O	0.0563	-0.0341	0.1247
O	0.0264	-0.0084	0.0198
O	0.0432	-0.0558	0.2011
O	0.1572	-0.0389	0.305
O	-0.0483	0.0555	-0.0466
O	0.08	-0.0103	0.0468
N	-0.0326	-0.0045	-0.135
O	-0.0616	-0.0932	0.1431
O	-0.0226	0.0604	0.0979
O	0.0097	0.0192	-0.0145
O	0.0049	-0.0222	0.0536
O	-0.002	0.0159	-0.064
O	0.0382	0.0187	-0.039
O	-0.017	0.0706	-0.1493
O	-0.022	-0.0488	-0.0116
O	0.017	0.0247	0.0762
N	0.0333	-0.0099	0.0119
O	-0.027	0.0142	-0.1521
O	0.0094	-0.0139	0.0175
O	-0.0147	-0.0028	0.0274
O	-0.0076	0.0064	0.0881
N	0.0154	-0.0563	0.0468
O	0.0243	-0.0093	-0.0666
N	0.0275	-0.0226	-0.0185
O	-0.0167	-0.1294	-0.2783
O	-0.0112	-0.0195	0.0429
O	-0.0245	-0.0287	-0.108
O	0.0414	0.034	-0.1284
O	0.0022	0.0199	-0.0497
O	-0.0245	-0.0317	0.0421
O	-0.0535	0.0599	-0.2208
O	-0.0204	-0.0386	-0.2239
O	-0.0615	0.0296	-0.2683
N	-0.0799	0.0874	-0.2026
O	-0.0174	0.0042	0.0332
O	0.0121	0.0394	-0.1197
O	-0.0865	-0.0029	-0.1237
N	-0.1031	0.0593	-0.1523
O	0.0181	-0.0149	-0.04
O	-0.0493	-0.0123	-0.0713
O	0.0479	-0.0511	-0.1028
O	0.0678	0.0256	-0.1101
O	-0.0208	0.0252	-0.2324

The program warned: the cutoff lies below the one the program advises for these potential files; the forces do not sum to zero within the program's tolerance; empty levels may hold ghost states of the PAW files; the exchange-correlation potential is rough where the density is thin.
